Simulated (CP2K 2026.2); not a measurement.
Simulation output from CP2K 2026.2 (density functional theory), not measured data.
Periodic cell of 1182 atoms, Si850O332, from a study of silicon, its oxide and their interface. The atomic structure is a simulated model.
Doubt: the forces sum to 2.85 eV/angstrom along one axis rather than to zero, so they err by at least 0.0024 eV/angstrom per atom on average; the grid cutoff is modest.

Settings: functional PBE; method Gaussian and plane waves; basis set DZVP-MOLOPT-SR-GTH; pseudopotentials GTH-PBE; grid cutoff 350 Ry, relative cutoff 50 Ry; k points Gamma only; occupations fixed; spin none; net charge 0.

Cell vectors (angstrom)
a  16.4025  0  0
b  0  32.805  0
c  0  0  40.1495

Atoms and the computed forces on them: element, x, y, z (angstrom), force x, y, z (eV/angstrom)
Si  0.2364  32.7463  0.1876  0.0075  0.0487  -0.1382
Si  2.8851  3.0234  0.002  0.1084  0.2758  0.0235
Si  0.4829  4.9711  0.2054  -0.2886  -0.1124  -0.3504
Si  3.6685  7.8944  0.0752  -0.0834  0.4905  -0.393
Si  16.0924  10.824  0.0906  -0.1042  -0.3815  -0.1922
Si  2.1133  13.6757  39.9258  0.1604  -0.0766  -0.0815
Si  0.1614  16.1933  40.068  -0.1212  0.0538  -0.356
Si  3.1481  19.0885  39.9104  -0.5092  0.1182  -0.087
Si  16.191  22.2455  0.2954  0.2974  0.0179  -0.1046
Si  2.527  24.8885  39.9771  0.1967  -0.2482  -0.3533
Si  0.3272  27.1117  0.0458  -0.2264  0.145  0.0952
Si  2.2631  30.4106  39.8032  -0.2307  0.2796  0.4727
Si  5.6976  0.016  40.1243  0.1537  -0.2452  0.172
Si  7.98  2.7235  39.9996  0.1031  -0.0706  -0.0959
Si  5.0388  5.9979  0.4633  0.3345  -0.3247  -0.215
Si  7.9333  8.2878  0.2565  0.1474  -0.1078  -0.095
Si  6.0454  10.8733  39.9587  -0.0973  0.164  0.0017
Si  8.3321  14.0575  40.12  0.2464  -0.002  0.435
Si  5.8578  16.1109  0.0034  -0.0573  0.0684  0.3236
Si  8.3378  19.0414  0.4122  0.0642  0.0724  -0.1823
Si  6.0755  21.2385  0.1461  0.3105  -0.0834  0.0416
Si  8.4014  24.6613  39.764  -0.0696  -0.1005  0.172
Si  5.1257  27.8479  39.8712  0.5231  -0.2186  0.634
Si  7.7917  30.4744  0.2185  0.2587  -0.0584  0.0208
Si  11.467  31.9277  40.0461  -0.5534  -0.2021  -0.0259
Si  14.4447  2.1169  39.9291  -0.0094  -0.0049  0.177
Si  11.3182  5.3664  39.6943  -0.0999  0.2511  0.1376
Si  13.4387  8.5281  0.2002  0.0678  -0.1573  -0.3218
Si  11.2889  10.7649  0.2535  0.007  -0.0381  -0.413
Si  13.9983  13.1267  0.2079  -0.0684  0.1354  -0.4874
Si  10.5199  16.7911  0.1061  0.1534  0.1504  0.0141
Si  13.3949  19.2752  0.4296  0.2103  -0.0398  0.1634
Si  11.2748  21.5576  0.1733  -0.0307  0.1543  0.0697
Si  13.989  24.5379  0.0504  0.1294  0.1617  0.0488
Si  11.0301  27.2138  39.8764  -0.2755  -0.0237  0.2488
Si  13.529  30.6959  39.6616  0.285  0.2453  -0.231
Si  1.6681  1.3892  1.3419  -0.1751  0.1044  -0.2782
Si  4.1793  4.1592  1.5846  -0.0158  0.0182  -0.1631
Si  1.3799  6.7227  1.4427  -0.0105  0.128  -0.2237
Si  4.345  9.7788  1.2795  0.0965  -0.0631  -0.2831
Si  1.2601  12.1366  1.2975  -0.0376  0.0253  -0.0817
Si  4.3064  15.0774  1.4105  0.1256  -0.0668  -0.003
Si  1.5414  17.7401  1.1311  0.0189  0.2267  -0.072
Si  4.1961  20.4777  1.3607  0.1746  -0.0371  0.0342
Si  1.5388  23.3254  1.3633  -0.1358  0.1122  -0.0563
Si  4.006  26.1718  1.2082  -0.0453  0.2771  -0.2672
Si  1.4048  28.8139  1.2669  0.0495  -0.2322  -0.2734
Si  4.0158  31.4787  1.0941  0.1108  0.049  -0.4214
Si  6.969  1.3341  1.4427  -0.2442  0.2512  -0.0686
Si  9.6225  4.1466  0.9831  0.0027  -0.1282  -0.1842
Si  6.8673  6.821  1.666  -0.173  0.1033  -0.1648
Si  9.6644  9.4856  1.3718  -0.1214  0.0269  -0.1492
Si  7.1454  12.3515  1.2698  0.0927  0.2304  -0.4382
Si  9.6559  15.1545  1.5662  -0.1142  -0.0856  -0.3762
Si  6.8782  17.6689  1.5288  -0.0418  -0.2384  -0.2687
Si  9.604  20.5518  1.577  0.318  -0.0057  -0.3553
Si  7.0084  23.2504  1.1287  -0.0211  -0.214  -0.2478
Si  9.5911  25.989  1.1562  0.0991  0.0242  -0.0044
Si  6.7301  28.685  1.2916  0.0076  0.3915  -0.1783
Si  9.6856  31.3776  1.3958  -0.1675  -0.0339  0.1093
Si  12.4105  1.1694  0.9118  0.3313  0.1993  -0.1757
Si  15.2232  3.7983  1.3472  -0.0375  -0.0216  -0.1473
Si  12.3956  6.6942  1.2231  -0.0046  0.1776  -0.0622
Si  14.9672  9.5291  1.6488  -0.0038  -0.0677  -0.2202
Si  12.4418  12.1876  1.679  0.0481  0.0665  0.0295
Si  15.06  14.9669  1.2956  -0.0588  -0.166  -0.0727
Si  12.2436  17.6128  1.5354  -0.0434  0.0965  -0.3985
Si  15.1532  20.5013  1.4925  -0.1649  0.042  -0.2479
Si  12.3419  23.3811  1.3306  0.0501  -0.2252  -0.4424
Si  15.1531  26.016  1.4285  0.1594  -0.0041  -0.1675
Si  12.4334  28.428  1.1812  0.1735  -0.1468  0.0644
Si  15.0593  31.464  1.2784  0.1176  -0.2361  -0.1458
Si  0.1911  2.6137  2.785  0.0743  0.0721  0.0718
Si  2.874  32.786  2.7101  0.0484  -0.1301  0.0281
Si  0.0222  8.0988  2.7827  0.0381  0.0435  0.1813
Si  2.8131  5.5295  2.8965  -0.027  -0.0238  0.1361
Si  0.0063  13.6062  2.7139  0.0135  -0.0676  0.1292
Si  2.7824  10.9172  2.6463  0.0557  0.025  0.0212
Si  0.19  19.0814  2.6589  0.0745  0.0155  -0.0772
Si  2.7832  16.3836  2.6744  0.0013  -0.0422  -0.0067
Si  0.1311  24.6439  2.7654  -0.0265  -0.0029  0.2001
Si  2.8605  21.9043  2.6842  -0.0577  -0.0537  0.0109
Si  16.3728  30.0554  2.6558  -0.0626  -0.0139  0.0211
Si  2.7441  27.4619  2.7071  -0.0988  -0.1026  0.0894
Si  5.6065  2.7315  2.7818  0.0131  -0.0437  0.0148
Si  8.3578  32.7988  2.7561  0.0798  -0.0989  0.1041
Si  5.553  8.3589  2.8423  0.0203  0.174  0.2172
Si  8.3643  5.3805  2.6944  0.1335  -0.009  -0.0661
Si  5.6278  13.601  2.7113  0.076  0.1151  0.0364
Si  8.371  10.9447  2.7442  -0.1698  -0.1632  -0.0251
Si  5.4569  19.0757  2.7728  -0.0658  -0.1659  0.2221
Si  8.2264  16.3656  2.9555  -0.1521  -0.0459  0.0886
Si  5.4969  24.6619  2.4763  0.1111  0.0148  -0.2715
Si  8.2314  21.9963  2.7646  -0.0309  0.0703  0.0446
Si  5.3932  30.1163  2.593  -0.1166  -0.073  0.111
Si  8.1945  27.3181  2.5709  -0.0314  -0.0379  -0.0309
Si  11.0141  2.6733  2.364  -0.018  -0.0474  -0.163
Si  13.6819  32.7974  2.6183  -0.1648  -0.0415  -0.0782
Si  11.0143  8.0603  2.6982  0.092  -0.0463  -0.0335
Si  13.7902  5.3337  2.5845  0.1142  -0.1063  0.0028
Si  11.0515  13.6947  2.829  -0.0717  0.1011  -0.0409
Si  13.7215  10.8741  3.0566  0.0144  -0.0732  0.2861
Si  10.9812  19.1262  2.8699  0.0419  0.0615  0.4621
Si  13.7176  16.2668  2.7617  -0.0122  0.1112  -0.0584
Si  10.9342  24.6974  2.6616  0.0473  0.0126  -0.0336
Si  13.718  21.9359  2.7541  -0.0736  -0.0354  0.3454
Si  11.053  29.9094  2.6055  -0.1329  -0.1305  0.0627
Si  13.7612  27.3233  2.7535  0.0669  0.0797  0.0567
Si  1.4367  4.0808  4.1758  -0.1327  0.0661  -0.0432
Si  4.2042  1.3549  4.1052  0.0406  -0.0628  -0.0056
Si  1.4297  9.5351  4.0758  -0.0172  -0.0279  -0.1165
Si  4.1979  6.9264  4.1964  -0.0359  0.0304  -0.1527
Si  1.4129  14.9986  4.0631  -0.0304  -0.0334  -0.1254
Si  4.1606  12.2747  4.0588  0.0398  -0.0327  -0.1084
Si  1.4685  20.5139  4.0438  0.0613  -0.0881  0.0761
Si  4.1047  17.7133  4.1429  0.0965  0.1152  -0.0713
Si  1.4396  26.0557  4.1164  -0.1302  0.0312  -0.1327
Si  4.208  23.3057  3.9914  -0.0587  0.0065  0.077
Si  1.3858  31.4401  4.0144  0.0141  -0.0168  -0.066
Si  4.1236  28.7748  4.0782  0.0386  0.0504  -0.0422
Si  6.9666  4.0947  4.1132  0.025  -0.1056  0.0122
Si  9.7248  1.4226  3.9958  -0.1092  -0.04  -0.0228
Si  6.9653  9.6513  4.1858  -0.054  -0.094  -0.1238
Si  9.6378  6.7698  4.1052  0.048  0.0176  0.024
Si  6.858  14.9402  4.2269  0.1436  0.107  -0.1407
Si  9.6661  12.3077  4.1595  -0.0138  0.0114  -0.0358
Si  6.862  20.5226  4.0786  -0.1401  0.0913  -0.1048
Si  9.5936  17.7832  4.259  0.0596  0.0514  -0.2875
Si  6.8378  25.9604  3.9596  0.0945  0.0206  0.029
Si  9.6375  23.3148  4.1067  -0.0835  -0.071  -0.0405
Si  6.86  31.4268  4.0059  -0.0022  -0.0239  -0.1527
Si  9.589  28.6467  3.9844  0.2521  -0.099  0.0673
Si  12.3432  4.0003  3.9103  -0.0267  0.0702  -0.0388
Si  15.0854  1.2945  4.0601  0.0575  0.0668  -0.0542
Si  12.2912  9.4306  4.2011  0.1344  0.0039  -0.0703
Si  15.0527  6.7155  4.0938  0.039  -0.0454  -0.0368
Si  12.3831  15.0174  4.2187  0.0046  -0.0789  0.0591
Si  15.1185  12.3149  4.2429  -0.0309  0.0183  -0.0742
Si  12.3777  20.5413  4.1858  -0.0204  -0.026  -0.3129
Si  15.1271  17.7382  4.023  0.0265  0.023  0.0059
Si  12.3463  25.9771  4.0745  -0.1175  0.0315  0.0001
Si  15.126  23.2799  4.1363  -0.0552  -0.0992  -0.3277
Si  12.3464  31.3809  4.0019  0.0384  -0.001  -0.1678
Si  15.0857  28.7106  4.1061  0.0167  0.0149  -0.0217
Si  16.3899  32.7858  16.3863  -0.0056  0.0066  -0.0003
Si  2.7126  2.7022  16.3919  0.0034  0.0124  -0.0038
Si  16.3789  5.4556  16.4071  -0.0126  0.0077  -0.0076
Si  2.7095  8.192  16.4021  -0.0116  0.0227  -0.01
Si  16.3806  10.9465  16.3971  -0.0373  0.0169  -0.0111
Si  2.711  13.6786  16.4147  -0.0121  0.0069  -0.0046
Si  16.3719  16.4036  16.4036  0.0101  0.0196  -0.0066
Si  2.7074  19.146  16.3976  0.0098  0.0187  -0.0022
Si  16.3856  21.876  16.3808  0.0324  -0.0365  -0.0129
Si  2.7246  24.6257  16.3902  -0.0353  0.0063  0.0016
Si  16.3888  27.3463  16.3941  -0.0074  0.0203  0.0057
Si  2.7232  30.0709  16.3932  0.0075  -0.0036  0.0141
Si  5.4366  32.782  16.3982  0.0017  0.0151  0.0079
Si  8.1449  2.6866  16.3913  0.0139  0.0457  -0.003
Si  5.437  5.437  16.3935  -0.0109  0.0082  -0.0017
Si  8.1584  8.1787  16.4141  0.0083  0.0026  -0.0024
Si  5.4331  10.9273  16.4235  0.0135  0.0178  0.0051
Si  8.1736  13.6689  16.4106  0.0322  0.0007  -0.0073
Si  5.4474  16.4198  16.4148  0.0032  -0.0017  0.008
Si  8.1902  19.1667  16.4054  -0.0266  0.0208  -0.0131
Si  5.4572  21.8973  16.3928  -0.0116  0.005  0.0015
Si  8.1927  24.6298  16.3831  -0.011  -0.0074  -0.0069
Si  5.4651  27.3514  16.3847  -0.0023  -0.0345  -0.0028
Si  8.1635  30.0556  16.3805  0.0041  0.0361  -0.0093
Si  10.8925  32.7687  16.3872  0.0226  0.018  0.0002
Si  13.6352  2.7135  16.3956  -0.0115  0.0117  -0.0054
Si  10.8772  5.4357  16.3998  0.0054  0.04  0.0002
Si  13.6314  8.1932  16.402  0.0155  0.003  -0.0053
Si  10.9024  10.9308  16.4117  0.008  -0.0098  0.0028
Si  13.6446  13.6786  16.4021  -0.0224  0.0092  -0.005
Si  10.9175  16.4149  16.4068  -0.0228  0.0129  0.0009
Si  13.6503  19.1498  16.4014  -0.015  0.0036  -0.0062
Si  10.9212  21.8953  16.4045  0.0087  0.0133  -0.0037
Si  13.6475  24.6248  16.3899  0.0138  0.0105  0.0059
Si  10.9119  27.3419  16.3758  -0.0019  0.0088  0.0008
Si  13.6488  30.0617  16.384  -0.0033  0.0028  0.0044
Si  1.3505  1.3338  17.7636  -0.0168  0.0281  -0.0048
Si  4.0739  4.0649  17.7568  -0.0103  -0.0018  -0.0082
Si  1.3418  6.8308  17.7697  0.0036  0.015  0.0019
Si  4.051  9.5614  17.79  -0.0284  -0.0668  0.0099
Si  1.3313  12.3167  17.7781  0.0133  -0.022  0.0084
Si  4.0654  15.0574  17.7842  0.0085  0.0001  0.0083
Si  1.3277  17.7787  17.7618  -0.0297  -0.0359  -0.0082
Si  4.0716  20.5312  17.7441  0.0001  -0.0178  -0.0099
Si  1.3424  23.2511  17.7332  -0.0074  -0.0274  -0.0181
Si  4.0951  25.9996  17.75  0.0477  0.0254  -0.0074
Si  1.3544  28.7126  17.7615  -0.0325  -0.0159  -0.0051
Si  4.0793  31.4246  17.7836  -0.0375  0.005  0.0102
Si  6.7848  1.331  17.7853  0.0061  -0.0075  0.0018
Si  9.4871  4.0622  17.752  -0.0236  -0.0558  -0.0141
Si  6.7782  6.8064  17.7759  -0.0008  -0.0141  0.0095
Si  9.512  9.5666  17.7711  0.0172  0.0225  -0.0177
Si  6.7875  12.3162  17.784  -0.0131  -0.0268  -0.0085
Si  9.5412  15.0436  17.7661  -0.0401  -0.0124  -0.0076
Si  6.8117  17.8056  17.7665  0.0363  0.0233  -0.0027
Si  9.5473  20.5398  17.78  -0.0139  -0.0654  -0.0024
Si  6.8226  23.2766  17.7522  0.0311  0.0073  -0.0108
Si  9.5359  26.0054  17.7594  0.0243  -0.0127  0.0077
Si  6.8106  28.709  17.7774  0.0189  0.0244  0.0244
Si  9.5128  31.4084  17.7546  -0.0384  -0.0317  -0.0046
Si  12.2462  1.342  17.74  0.0139  -0.0078  0.0019
Si  14.9925  4.0898  17.7612  0.0199  0.0204  0.0035
Si  12.2306  6.8291  17.7482  -0.0198  -0.0412  -0.0191
Si  14.9941  9.5887  17.7464  0.0228  -0.0052  -0.0049
Si  12.2632  12.3219  17.7635  0.0283  0.005  0.0015
Si  15.0014  15.0427  17.7818  0.0053  -0.0111  0.0159
Si  12.2825  17.7857  17.7767  0.0313  -0.0012  0.0157
Si  15.0152  20.5232  17.7601  0.0216  0.059  0.0041
Si  12.2769  23.2756  17.7707  -0.0395  -0.0463  0.0251
Si  15.0015  25.9976  17.759  -0.0068  -0.0307  0.0037
Si  12.2638  28.7072  17.743  0.0366  -0.0246  -0.002
Si  15.0163  31.4253  17.7478  0.0019  0.002  -0.0064
Si  16.364  2.7012  19.1027  0.0188  -0.0444  0.0161
Si  2.7048  32.7796  19.161  0.0184  -0.0457  0.0358
Si  16.3692  8.2348  19.0997  -0.0546  -0.005  -0.0034
Si  2.7081  5.4326  19.1114  0.029  -0.0242  -0.0163
Si  16.3619  13.6739  19.1566  -0.0076  0.0269  -0.0123
Si  2.6834  10.9475  19.1554  -0.0457  0.0524  -0.0039
Si  16.351  19.1296  19.1286  0.0475  -0.021  0.0132
Si  2.681  16.4226  19.1449  -0.0194  0.0382  0.0134
Si  16.371  24.6076  19.0894  0.0047  0.0171  0.0258
Si  2.7012  21.8939  19.1049  -0.0271  0.0154  0.0035
Si  16.3874  30.0767  19.1299  -0.006  -0.0083  0.028
Si  2.7411  27.3654  19.1238  -0.0328  0.0148  0.0082
Si  5.4045  2.6919  19.1537  -0.0352  0.0673  0.0072
Si  8.1378  32.7429  19.1423  0.0524  0.0134  -0.0281
Si  5.4027  8.166  19.1486  -0.0233  0.0682  -0.0125
Si  8.1045  5.3972  19.1401  0.0699  0.0245  0.029
Si  5.4184  13.6864  19.1607  0.0026  -0.0058  0.0258
Si  8.1445  10.9371  19.1408  0.0105  -0.0329  0.0334
Si  5.4314  19.1801  19.1191  0.0081  -0.0156  0.0107
Si  8.1714  16.4197  19.1156  0.0287  -0.0043  -0.0244
Si  5.4593  24.6431  19.1192  -0.0186  -0.0564  0.0016
Si  8.1801  21.9281  19.1368  -0.042  0.043  0.0174
Si  5.438  30.0566  19.1633  0.0109  -0.0105  -0.0112
Si  8.1757  27.3556  19.159  0.0129  -0.0437  -0.0106
Si  10.8335  2.6718  19.0979  -0.0016  0.1293  -0.0048
Si  13.6111  32.7726  19.0876  0.0029  0.0311  -0.0007
Si  10.8519  8.1771  19.1309  0.0314  -0.0143  0.0448
Si  13.585  5.4561  19.1001  -0.0117  0.0285  0.0295
Si  10.8982  13.6814  19.1456  0.0127  -0.0218  0.0203
Si  13.6222  10.9503  19.119  -0.0093  0.0041  -0.0147
Si  10.9174  19.1635  19.1379  -0.0622  0.0859  0.0255
Si  13.6286  16.4029  19.1585  -0.0237  0.0265  0.0099
Si  10.9004  24.6569  19.1318  -0.0024  0.0154  0.0066
Si  13.6606  21.9109  19.1231  0.0219  -0.0915  -0.0052
Si  10.8552  30.0213  19.1116  0.0396  0.0498  0.0177
Si  13.6322  27.3734  19.1275  -0.071  0.04  0.0362
Si  1.3416  4.0611  20.4561  -0.0013  0.0441  0.0134
Si  4.0593  1.3328  20.5514  -0.0337  0.0021  0.0768
Si  1.2997  9.5924  20.5234  0.0509  -0.0555  0.0747
Si  4.0575  6.7625  20.5207  -0.0731  -0.0028  0.0848
Si  1.3156  15.0521  20.5292  0.0148  -0.0208  0.0639
Si  4.0359  12.3208  20.5358  -0.0364  -0.0105  0.0563
Si  1.3124  20.5264  20.4507  -0.0253  0  0.018
Si  4.0402  17.8299  20.4806  0.0006  -0.0244  0.0128
Si  1.3791  25.9459  20.4122  -0.0577  -0.0456  0.0064
Si  4.081  23.2673  20.4506  0.0428  0.0444  0.0063
Si  1.3418  31.4145  20.5433  0.0299  0.0944  0.0026
Si  4.0617  28.7286  20.5558  0.0002  -0.038  0.0719
Si  6.7411  4.0394  20.5563  -0.0436  -0.0325  0.0847
Si  9.4913  1.2992  20.4984  -0.0097  -0.0771  0.0174
Si  6.7519  9.566  20.492  -0.0082  -0.0063  -0.0068
Si  9.4651  6.7781  20.4789  -0.0392  -0.0382  -0.0106
Si  6.776  15.1003  20.4955  0.0251  0.0487  0.052
Si  9.5008  12.3295  20.5017  0.0142  0.0041  0.049
Si  6.7784  20.5754  20.4799  0.017  -0.0401  -0.0127
Si  9.559  17.7569  20.4802  -0.0905  -0.0334  0.0099
Si  6.7859  26.0171  20.5213  0.0752  0.0347  0.0745
Si  9.5256  23.3214  20.5142  -0.0005  -0.0481  0.024
Si  6.8035  31.3872  20.5566  -0.0062  0.0088  0.0809
Si  9.5409  28.6811  20.5707  -0.0176  0.0444  0.0693
Si  12.1802  4.0661  20.4277  -0.0512  -0.1362  -0.0655
Si  14.9714  1.3328  20.442  -0.0352  0.0286  -0.0013
Si  12.2121  9.5994  20.453  0.0388  0.0135  0.0339
Si  14.9448  6.89  20.4035  0.0661  0.0556  -0.0538
Si  12.2585  15.0381  20.5408  -0.007  0.0014  0.069
Si  14.9893  12.2946  20.5133  -0.0561  -0.0069  0.0296
Si  12.2943  20.5509  20.4891  0.0421  0.059  -0.0385
Si  14.986  17.7721  20.533  0.0186  -0.0023  0.0728
Si  12.2392  26.0424  20.5109  0.0463  -0.0516  -0.0529
Si  14.9919  23.3044  20.5057  0.0269  0.0113  0.0346
Si  12.2083  31.4113  20.4222  0.0008  -0.0677  0.0126
Si  15.003  28.7392  20.4937  0.0123  -0.0078  -0.0168
Si  16.3077  32.7815  21.8405  0.0865  -0.005  -0.0544
Si  2.6482  2.6944  21.9076  0.0707  -0.0861  -0.0365
Si  16.3143  5.4852  21.6632  -0.0316  0.0501  0.1303
Si  2.6791  8.1679  21.8286  0.0373  0.0507  0.0555
Si  16.3293  10.9554  21.9338  -0.0075  0.0851  0.001
Si  2.6637  13.6904  21.9309  0.0047  0.1283  -0.0154
Si  16.3524  16.4023  21.9254  -0.0217  -0.0088  0.0564
Si  2.6965  19.2262  21.8463  -0.0656  -0.1125  0.0169
Si  16.3316  21.8635  21.8131  0.0797  -0.0403  0.0959
Si  2.7137  24.599  21.8208  -0.0019  -0.0656  0.1132
Si  0.0508  27.3311  21.7354  -0.0657  0.0864  -0.0528
Si  2.7357  30.1098  21.9789  -0.1067  0.0203  0.1249
Si  5.445  32.7622  21.9329  -0.0723  -0.0327  -0.0138
Si  8.0757  2.5814  21.883  0.1205  0.1646  0.0001
Si  5.3662  5.3845  21.9848  0.065  -0.0458  -0.0345
Si  8.035  8.1016  21.8231  0.0326  0.0951  -0.0277
Si  5.4209  10.9548  21.8849  -0.0092  -0.084  0.0933
Si  8.1643  13.7625  21.8516  -0.0773  -0.0811  -0.0586
Si  5.3747  16.4647  21.857  0.0275  0.0904  0.1147
Si  8.1707  19.1696  21.7458  0.0436  -0.0155  0.0291
Si  5.4012  21.937  21.8733  -0.0285  0.0863  -0.0151
Si  8.1402  24.6749  21.9189  -0.0862  -0.0741  0.0412
Si  5.4035  27.3415  21.9296  0.0198  -0.0058  0.0587
Si  8.1474  30.0061  21.9608  0.0436  0.0201  0.076
Si  10.8481  32.7048  21.842  -0.0046  0.0763  0.1852
Si  13.5206  2.6619  21.7441  0.0303  0.0119  0.0223
Si  10.8187  5.3889  21.8306  -0.0852  0.0276  0.0851
Si  13.6139  8.2804  21.7986  -0.0668  -0.1183  0.0359
Si  10.8265  10.9125  21.8597  0.0504  0.0406  0.0857
Si  13.6152  13.6335  21.8971  0.0201  -0.0164  0.1023
Si  10.8952  16.4115  21.9329  0.0425  -0.0153  -0.0967
Si  13.5782  19.1279  21.8906  -0.0138  0.1032  -0.0327
Si  11.0143  22.0384  21.819  -0.1255  -0.1043  -0.0265
Si  13.6601  24.7576  21.8643  -0.1051  0.007  -0.043
Si  10.896  27.3279  21.994  0.0303  -0.0404  0.0311
Si  13.557  30.105  21.8185  -0.0489  -0.0271  -0.0616
Si  1.1684  1.3928  23.227  -0.0975  0.009  -0.0123
Si  4.0304  3.9434  23.3706  -0.0054  -0.0173  0.1467
Si  1.2017  6.8226  23.1035  -0.0271  -0.1259  -0.0113
Si  4.1121  9.4584  23.2227  0.0439  -0.0901  -0.1101
Si  1.3075  12.3111  23.3261  0.0354  -0.0363  -0.1428
Si  4.0077  15.1191  23.2928  -0.0143  0.0104  -0.1002
Si  1.3183  17.8788  23.209  0.0322  0.0338  -0.1153
Si  3.9792  20.6434  23.2571  -0.0753  0.0587  0.0532
Si  1.3724  23.1656  23.1484  0.0302  -0.0382  -0.045
Si  4.0181  25.9496  23.2716  -0.0493  -0.0695  0.0304
Si  1.3321  28.6301  23.2002  -0.0069  0.0018  -0.0266
Si  4.0738  31.5449  23.4065  0.0129  0.1506  0.0228
Si  6.8352  1.1901  23.3882  0.1523  -0.0464  0.1166
Si  9.4334  3.9498  23.1958  -0.0429  -0.0895  -0.1508
Si  6.7579  6.7671  23.3364  0.0206  0.0676  -0.0195
Si  9.37  9.4958  23.123  -0.0228  -0.1038  -0.1683
Si  6.7695  12.4427  23.1957  -0.1077  0.1542  -0.1237
Si  9.4906  15.0842  23.3035  -0.03  0.0375  0.0362
Si  6.7176  17.938  23.159  -0.1256  -0.0272  -0.0945
Si  9.6817  20.4977  22.9651  -0.0118  0.0025  -0.0981
Si  6.7388  23.3066  23.2657  0.043  0.1232  0.1413
Si  9.4365  26.0157  23.3984  -0.0899  0.0402  0.0479
Si  6.7237  28.6995  23.3658  -0.0397  0.01  -0.0994
Si  9.5596  31.3392  23.331  0.0918  0.0625  0.0276
Si  12.2622  1.2266  23.1837  0.0537  -0.0568  -0.1251
Si  14.835  4.1881  22.9257  -0.0498  0.0533  -0.1662
Si  12.1853  6.8937  23.0511  0.094  0.1273  -0.0992
Si  14.9028  9.6253  23.2988  -0.1279  0.0441  0.0396
Si  12.1825  12.2911  23.2661  0.0166  -0.029  -0.1717
Si  15.0093  14.9525  23.3165  0.0257  -0.0378  0.0646
Si  12.2781  17.7326  23.3313  0.0788  -0.075  0.1399
Si  14.8843  20.5838  23.2002  -0.0424  0.0224  -0.162
Si  12.2552  23.5218  23.2749  -0.1093  0.0558  -0.1463
Si  15.0926  26.1067  23.178  0.0077  0.0299  0.1526
Si  12.3657  28.6773  23.2953  0.1228  -0.0144  0.0522
Si  14.9178  31.4446  23.1857  -0.0835  0.0364  -0.0951
Si  16.0366  2.8557  24.3288  -0.045  0.1404  0.2347
Si  2.521  0.1355  24.6828  -0.004  -0.1378  0.0764
Si  16.2281  8.1517  24.5533  0.2638  -0.045  0.012
Si  2.4669  5.3808  24.4883  -0.1457  0.0754  0.3325
Si  0.0625  13.6987  24.8125  -0.1623  -0.043  0.0765
Si  2.7109  10.8267  24.4939  0.0334  -0.0677  0.1251
Si  16.2471  19.1898  24.4998  0.0035  -0.1616  0.1741
Si  2.6783  16.5931  24.6472  0.095  -0.0652  0.1389
Si  0.0519  24.6197  24.356  0.0147  -0.1012  0.138
Si  2.5716  21.859  24.7707  -0.1075  0.0488  0.1945
Si  15.9029  29.6383  24.3008  0.2607  0.1123  0.2067
Si  2.6814  27.319  24.672  -0.0328  -0.1064  0.1822
Si  5.4734  2.485  24.8113  -0.2546  0.2824  0.1576
Si  8.2468  32.6409  24.8582  0.1842  0.0407  0.2874
Si  5.3984  8.0898  24.7857  -0.0818  0.2334  0.2927
Si  8.1094  5.2912  24.6086  0.0957  -0.1316  0.1611
Si  5.422  13.7915  24.6666  0.025  0.1527  0.262
Si  8.0659  10.9537  24.4151  0.104  -0.0038  0.2275
Si  5.3937  19.3886  24.5879  0.1704  -0.0845  0.1116
Si  8.0758  16.5944  24.5016  -0.1046  0.0268  0.1524
Si  5.2369  24.5571  24.7636  0.0588  -0.0359  0.0676
Si  8.341  21.8592  24.2297  0.0154  -0.0859  -0.2917
Si  5.4817  30.1419  24.7996  0.1921  0.0122  0.1931
Si  7.9792  27.3124  24.8166  -0.0003  -0.0197  0.2118
Si  10.8593  2.5708  24.4778  -0.1537  -0.2011  0.2964
Si  13.6267  32.7533  24.7104  -0.0011  0.1264  0.241
Si  10.731  8.0953  24.4209  0.0193  -0.1234  0.1805
Si  13.5494  5.5428  24.3545  0.0804  -0.0458  -0.0004
Si  10.8277  13.6404  24.6585  -0.0982  -0.1032  0.1737
Si  13.4201  10.8961  24.7341  0.0505  0.0798  0.2704
Si  10.909  19.2394  24.5516  -0.1435  0.0169  0.2134
Si  13.638  16.2726  24.7314  -0.08  0.0702  0.1385
Si  10.776  24.6851  24.8277  -0.0748  -0.1875  0.2362
Si  13.6159  22.1368  24.5151  0.076  -0.2016  0.3779
Si  10.9762  29.9483  24.6838  -0.1016  0.1401  0.1481
Si  14.2435  27.856  24.5782  0.0254  0.0955  -0.5246
Si  0.6428  4.415  25.7558  0.1777  -0.3503  -0.3186
Si  3.7672  1.6423  26.3327  0.0783  -0.3155  -0.107
Si  1.5342  9.2212  25.7799  0.018  0.1019  0.3113
Si  3.6012  6.8504  25.9064  -0.0505  0.0177  -0.0983
Si  1.2081  15.3767  26.0452  0.0561  0.1912  0.2579
Si  4.2236  12.0516  25.7975  0.024  -0.0652  0.3853
Si  0.7479  20.7793  25.9645  0.0354  -0.09  0.1427
Si  4.1917  17.9086  25.9475  -0.0695  0.0784  0.2743
Si  1.4728  25.6594  25.8766  0.1855  0.0205  0.0535
Si  3.653  23.4087  26.2441  -0.1285  -0.116  0.0273
Si  1.4974  31.1718  25.9652  -0.008  0.0371  0.0613
Si  3.8273  28.9661  25.9566  -0.1111  -0.0402  0.0328
Si  6.856  3.9196  26.1225  0.0319  -0.0058  -0.0594
Si  10.0467  0.9294  26.0507  -0.1506  0.003  -0.3056
Si  6.5286  9.9682  25.8851  -0.0797  -0.2041  0.2637
Si  9.9221  6.269  25.7433  0.1374  -0.0578  0.1163
Si  6.4577  15.6524  25.9243  0.2604  -0.2902  0.2449
Si  9.6195  11.9722  25.8677  -0.0378  -0.1017  0.1162
Si  7.1134  20.5927  25.6957  0.2945  0.2017  0.2955
Si  9.1131  18.2562  25.7935  -0.043  0.1499  0.1203
Si  6.5405  25.8684  26.2265  -0.0404  -0.1609  -0.0972
Si  9.7554  22.8311  25.8158  -0.0737  0.1806  -0.0291
Si  7.1997  31.0194  26.3614  -0.058  0.1014  -0.073
Si  9.4068  28.7706  26.0094  -0.1451  -0.0244  0.0429
Si  12.2115  4.0845  25.5598  -0.0027  0.0512  0.435
Si  14.4713  1.9173  25.8458  -0.1258  0.1375  -0.1185
Si  11.7508  9.63  25.8453  -0.3939  0.0119  0.1988
Si  14.9089  6.7062  25.8862  0.369  -0.313  -0.1832
Si  12.3327  14.7442  26.0991  -0.0433  0.0378  -0.0419
Si  14.2436  12.2653  26.527  -0.032  -0.1136  -0.2213
Si  12.0862  20.9033  25.7739  0.3324  -0.1143  0.0381
Si  15.3138  17.5036  25.8839  -0.0035  -0.006  0.028
Si  11.5986  26.7937  27.1945  -0.047  0.1944  0.1208
Si  15.2406  23.2888  25.8328  -0.0652  0.0983  0.039
Si  12.236  31.3925  26.1227  0.0491  0.1853  -0.1013
Si  13.848  27.3899  26.8549  -0.0164  0.2283  0.0924
Si  0.3676  3.5816  30.4259  -0.0055  0.1174  0.2762
Si  3.0759  4.9747  30.4921  -0.0952  0.1247  0.467
Si  0.3705  1.9379  32.8206  0.0254  0.0137  0.0183
Si  1.1747  9.8676  28.7364  0.3554  -0.0147  0.2613
Si  3.597  18.9953  28.949  0.0772  -0.0997  0.4651
Si  0.7687  20.0245  28.9946  -0.0339  0.123  0.4131
Si  15.9682  26.6108  33.3066  0.0357  0.149  -0.0159
Si  15.3695  25.7747  27.6717  0.3293  -0.3278  0.3283
Si  1.8715  30.7714  30.62  -0.1125  -0.191  0.239
Si  15.1594  30.9851  30.9466  0.1533  0.1385  0.2849
Si  5.0763  27.5702  28.504  -0.1792  0.0629  0.2507
Si  6.6928  32.644  29.0597  0.0662  -0.1129  0.5322
Si  4.3692  4.4738  27.8073  0.0991  0.3476  0.2398
Si  9.7445  5.9871  30.7007  -0.0689  -0.1223  0.1189
Si  7.9119  9.9385  28.7676  -0.1949  -0.0468  0.3903
Si  8.1563  12.857  28.5599  -0.1624  -0.0162  0.3923
Si  5.4409  17.0869  30.5953  0.0221  0.1247  0.2298
Si  8.9865  22.4518  32.6381  -0.0103  -0.1212  -0.0311
Si  6.7416  28.7264  30.8501  -0.0228  -0.0219  0.3192
Si  7.9274  23.1163  27.1666  0.0622  -0.3946  0.0655
Si  2.8134  27.7065  30.5621  -0.1677  0.116  0.3658
Si  7.4502  24.3168  34.4366  -0.1065  -0.0691  -0.1527
Si  0.1926  2.3112  27.9355  -0.2836  0.2341  0.1119
Si  8.5368  7.2337  28.421  -0.0504  -0.0277  0.3098
Si  13.5976  7.7547  27.6009  -0.1945  -0.0616  0.1199
Si  14.6685  10.3161  29.0729  -0.054  0.1765  0.3333
Si  2.2028  12.1629  30.2522  -0.0236  -0.119  0.3579
Si  7.4725  19.3706  30.5494  -0.0407  -0.097  0.1526
Si  13.3347  18.9642  27.6751  0.1386  0.0958  0.3701
Si  14.556  18.6161  30.2974  0.249  -0.1871  0.315
Si  16.0417  13.2984  31.4007  -0.0035  0.0332  0.2333
Si  13.0673  27.357  32.8044  0.0581  -0.0442  0.1033
Si  13.2838  29.7494  28.6546  0.0594  0.1871  0.2667
Si  16.1462  4.7489  32.9963  0.0015  0.2328  0.0271
Si  2.9805  8.1858  34.3082  -0.1504  -0.037  -0.0111
Si  3.1721  8.0596  30.014  -0.0673  0.1645  0.2322
Si  3.3407  10.2126  32.3444  -0.0334  0.1342  -0.0965
Si  5.9839  14.7472  28.6194  0.0812  -0.0115  0.5597
Si  1.4776  22.6046  30.4203  -0.0438  -0.0491  0.1699
Si  3.3052  20.0868  34.3163  0.0827  -0.0411  -0.2468
Si  14.1997  19.8706  33.173  0.2139  0.0293  0.0448
Si  0.4394  25.6769  30.3653  0.3706  -0.0884  0.3369
Si  9.5284  28.4876  31.6497  -0.037  0.0105  0.1486
Si  14.2117  0.9299  31.5656  0.0546  -0.0164  0.0835
Si  5.2373  0.7908  31.4656  0.046  0.075  0.3228
Si  7.0588  2.8091  32.6539  0.0294  0.0616  0.0087
Si  7.57  7.654  32.206  -0.1343  -0.087  0.0985
Si  13.2983  5.2805  32.7793  0.0503  -0.0765  0.1866
Si  9.3596  14.8604  30.6044  -0.0761  0.0346  0.3053
Si  11.0526  16.9981  27.7297  -0.1105  0.0042  0.2681
Si  7.735  19.8516  33.4458  -0.0693  -0.0326  -0.0857
Si  9.86  30.8851  33.1054  -0.0168  0.1426  -0.094
Si  7.2719  22.2291  29.9066  -0.0935  -0.3309  0.2403
Si  2.1787  0.019  28.3024  -0.0307  -0.2908  0.3855
Si  8.4887  2.218  28.159  0.1488  0.2224  0.2628
Si  7.6647  5.3737  33.9636  -0.1193  0.0677  -0.0575
Si  12.0521  32.8038  33.6039  0.0086  0.1051  0.0157
Si  12.6357  5.9508  30.0575  -0.1527  -0.1  0.2809
Si  2.343  12.5272  35.1784  -0.2094  0.3096  0.3264
Si  13.5179  11.6508  31.5835  0.074  0.1906  0.2717
Si  3.1253  13.8966  28.0232  0.0441  -0.1301  0.4181
Si  0.7851  21.1479  33.1827  0.0042  -0.1422  -0.1405
Si  11.8065  27.4656  30.0274  -0.0119  0.0237  0.6099
Si  11.4279  26.3263  35.1247  -0.0099  -0.0181  -0.1712
Si  13.8751  30.2818  33.778  0.0818  -0.014  -0.2041
Si  7.1259  31.4728  31.6833  0.0396  -0.0956  0.2731
Si  2.2912  5.9356  36.0099  -0.079  0.1052  -0.1528
Si  3.5294  27.8471  33.6909  -0.0804  -0.0831  -0.3032
Si  2.6102  5.542  33.263  0.1121  -0.1175  -0.048
Si  13.5549  4.0225  37.6313  -0.0091  0.0963  -0.1848
Si  15.9464  12.9575  35.463  0.067  -0.1505  -0.3411
Si  2.6712  15.3184  34.8657  -0.0331  -0.2745  -0.207
Si  2.3504  18.7756  37.0168  -0.0298  0.1384  -0.33
Si  14.5751  15.7895  31.406  0.0786  -0.0258  0.177
Si  0.1496  25.1713  36.0002  -0.0204  -0.1397  -0.149
Si  15.6969  20.8626  38.0622  0.005  0.0207  -0.4615
Si  2.695  24.0077  36.9501  -0.2178  -0.091  -0.2014
Si  0.5315  22.34  35.9666  0.0168  0.2188  -0.3058
Si  5.3783  2.4083  38.3098  0.007  0.0559  -0.0713
Si  2.667  32.6926  32.9311  0.0231  -0.0035  -0.0522
Si  4.7521  6.7316  37.8466  -0.1671  -0.0662  -0.3454
Si  6.0517  8.0816  29.61  -0.1204  0.072  0.3911
Si  9.9939  17.7007  30.5278  -0.3476  0.0159  0.3588
Si  9.5648  13.1303  32.9026  -0.1038  0.1786  -0.0523
Si  4.9505  17.3423  33.7986  -0.1408  -0.074  -0.215
Si  10.265  17.2056  35.8143  -0.0483  0.2269  -0.1856
Si  4.3091  22.0701  29.2022  -0.0882  -0.1004  0.5003
Si  4.7892  22.7531  35.0967  -0.1579  -0.175  -0.4086
Si  1.0058  28.6278  34.876  -0.0909  -0.0906  -0.3323
Si  8.6728  23.1993  37.1121  -0.013  0.0021  -0.3801
Si  12.5086  3.104  30.8824  -0.0357  0.0988  0.1617
Si  11.1985  23.4181  35.8241  0.008  0.1208  -0.3976
Si  9.1498  11.7639  35.2513  0.0065  -0.0198  -0.0109
Si  11.7352  10.5256  34.0772  0.1059  -0.1301  0.0221
Si  13.7581  10.8152  36.1848  0.2515  0.074  -0.2985
Si  11.6481  21.3855  33.5  -0.0934  -0.0721  -0.0299
Si  12.0124  14.1949  31.6487  0.1343  0.1111  0.1681
Si  10.6108  29.1996  35.7215  0.1196  -0.1205  -0.2217
Si  12.8275  20.5128  38.1156  0.0436  0.0166  -0.424
Si  10.8265  5.1479  34.5701  -0.0065  -0.0015  -0.2305
Si  13.6737  29.7589  36.6574  -0.061  0.0149  -0.1996
Si  15.9994  5.9501  37.5142  0.3387  0.077  -0.2855
Si  4.666  10.3984  34.8397  -0.23  0.1193  -0.2556
Si  7.5701  7.7115  37.4295  -0.0778  0.063  -0.1404
Si  1.7746  13.6605  37.0326  0.1689  -0.2594  -1.2611
Si  7.0055  10.7921  36.9581  -0.0636  -0.0718  -0.202
Si  4.9827  17.7038  37.9368  0.059  0.0674  -0.3958
Si  5.5551  27.4109  35.5849  0.0717  0.1737  -0.3373
Si  7.3339  27.3842  33.4361  0.1651  0.2003  -0.1171
Si  3.2357  30.5683  34.8784  -0.022  -0.0789  -0.2831
Si  4.0162  29.4442  37.5491  0.0727  -0.1255  -0.5763
Si  9.884  5.8639  37.2346  0.0785  0.0145  -0.4508
Si  6.8005  3.04  35.6308  0.1026  0.2132  -0.3302
Si  9.1692  10.1281  33.055  -0.0854  -0.1386  -0.1608
Si  7.1453  18.1993  35.699  0.1911  -0.1613  -0.2914
Si  12.0144  12.5906  38.1729  0.2343  -0.1451  -0.2148
Si  6.0347  22.4436  37.7126  -0.0723  -0.1852  -0.4173
Si  10.4059  18.4631  33.2659  0.0678  0.0775  -0.0896
Si  6.2452  25.6488  37.9951  0.1265  0.1274  -0.3568
Si  9.801  29.8863  38.4548  0.0155  0.1478  -0.2251
Si  11.7152  2.4718  35.6226  -0.1592  0.0314  -0.3529
Si  9.5641  2.9655  31.0076  0.0769  0.0211  0.4324
Si  15.3833  8.8313  38.0213  0.0316  0.0714  -0.216
Si  10.3016  14.9142  37.8428  -0.182  0.2246  0.0398
Si  0.0235  15.1685  33.5484  0.0692  0.0246  0.0337
Si  13.185  18.5977  35.9445  -0.0543  -0.182  -0.3167
Si  15.8522  17.9157  37.5496  -0.0914  0.1438  -0.4721
Si  12.4476  25.3725  37.6878  0.0573  0.0546  -0.4725
Si  9.3017  2.7058  37.3686  0.0076  -0.0097  -0.3959
Si  15.7022  27.6867  37.3343  0.0848  -0.1209  -0.2755
O  15.6093  0.9713  39.492  0.0109  0.0031  0.1113
O  14.2312  28.3167  37.1341  -0.0151  0.0315  0.193
O  1.6603  4.0192  39.631  -0.2597  0.1902  0.5146
O  1.1459  31.6351  39.4257  0.12  -0.0581  0.2321
O  16.1483  5.7397  39.1099  -0.0476  0.1851  0.197
O  16.0283  7.5598  37.2265  0.2147  0.0295  0.0364
O  2.0274  7.6874  0.1958  0.1663  -0.2953  0.4059
O  4.0572  8.0365  38.5902  0.0867  0.0173  0.2921
O  16.3831  9.7751  38.9463  0.2621  0.545  0.3644
O  2.3523  15.1579  36.4988  -0.0756  -0.0392  0.0521
O  1.3109  15.9422  34.1657  -0.0322  -0.0314  0.1037
O  1.2373  15.0301  39.5844  0.0291  0.0139  0.0906
O  3.6036  14.0497  0.3006  -0.0648  0.0887  0.2332
O  15.8732  16.6837  38.6161  0.1898  0.1013  0.6753
O  4.6139  18.5026  39.3424  -0.0933  0.1898  -0.081
O  2.3373  19.5141  38.4929  -0.0272  -0.1718  0.3181
O  16.1345  21.0314  36.491  -0.0227  -0.2646  0.1689
O  15.1835  23.4466  39.9397  0.1761  -0.2453  0.1754
O  3.8482  23.9297  35.7702  0.0303  0.302  0.2705
O  3.1221  24.2434  38.5224  0.0255  0.137  0.4404
O  1.2991  25.9213  39.5451  -0.052  -0.0646  0.3671
O  16.102  27.8955  38.8869  -0.0137  0.2202  0.1337
O  3.9109  30.6296  36.3891  0.291  -0.1942  0.2229
O  2.574  29.6157  38.3482  -0.104  0.2088  0.2178
O  6.8513  31.6933  39.7768  -0.1674  -0.2971  0.3284
O  5.4766  0.7966  38.6622  -0.2935  -0.247  -0.0836
O  6.5792  3.1653  39.1683  0.139  0.0272  -0.1399
O  7.1525  4.449  32.6929  0.2639  0.0814  0.1031
O  5.2913  5.6711  38.9745  0.0103  0.2981  0.2724
O  8.7109  6.8386  36.6403  0.004  -0.2368  -0.0245
O  8.0125  7.4637  38.9797  0.2476  -0.402  0.2266
O  8.4672  10.4866  34.4811  -0.1696  0.2054  -0.0337
O  6.193  11.2634  38.3104  -0.232  0.3074  0.5999
O  6.8928  9.4831  40.0185  0.1785  -0.1957  -0.0454
O  9.024  14.214  38.6051  -0.1061  -0.2675  0.2049
O  6.9725  14.9376  39.9798  -0.0336  0.1386  -0.0932
O  6.2792  18.265  37.0914  -0.1448  0.1957  0.296
O  5.3773  16.2516  38.5509  0.149  0.211  0.358
O  9.4413  18.0052  39.7366  -0.1389  0.1921  0.3126
O  7.254  20.1085  39.8044  -0.194  0.3733  0.4049
O  5.894  24.0557  37.9821  -0.1241  0.1628  -0.0533
O  5.2936  21.6324  38.8916  0.0837  -0.1846  0.0941
O  7.6245  25.8316  38.8569  -0.1701  -0.1805  0.1647
O  9.2033  23.8707  38.5197  0.2409  0.1941  0.3982
O  4.9835  29.2397  38.8942  -0.1336  -0.4614  0.2549
O  5.2039  26.564  38.8314  -0.1786  0.1633  -0.2693
O  8.2632  29.8277  38.9429  0.2538  -0.0758  0.0393
O  8.9587  2.0352  38.8151  0.0958  -0.3096  0.3125
O  10.5865  31.328  38.692  0.2817  -0.1844  0.004
O  12.4019  4.5805  38.6819  -0.2795  -0.249  0.2527
O  14.317  2.8577  38.4651  0.1703  0.059  0.1524
O  10.534  6.3958  38.6362  -0.1692  -0.1537  0.3093
O  9.3718  4.3336  37.5311  0.027  0.093  0.3061
O  14.254  8.1298  38.9672  -0.0048  0.0028  0.4517
O  10.9352  11.7766  39.118  -0.1612  0.0407  0.359
O  12.3213  9.621  39.7682  -0.1672  -0.0108  0.3688
O  15.0721  12.0216  39.6866  -0.1427  0.2058  0.3479
O  13.0606  13.5039  39.0441  0.1288  -0.1151  0.2593
O  11.0168  15.9505  38.9067  0.1227  -0.1334  -0.0353
O  9.978  15.7681  36.4912  0.1077  -0.5303  0.1078
O  12.8366  20.086  36.5439  -0.1732  0.4656  0.3046
O  13.0878  19.1149  38.9466  -0.1554  -0.154  0.3439
O  12.3782  20.5169  0.8338  0.0477  0.1702  -0.0411
O  13.7123  25.1816  38.6864  0.0821  0.0878  0.2663
O  0.3431  21.6629  38.996  0.0627  0.1319  -0.0132
O  10.5524  28.6463  39.2162  0.1462  0.0241  -0.1437
O  11.3404  26.1474  38.634  0.1078  0.2918  0.3359
O  13.8055  30.7501  37.9762  0.0322  0.1881  0.593
O  13.3933  29.1134  40.1204  -0.0057  0.1509  0.3343
O  1.6827  4.378  29.9201  0.0883  -0.126  -0.0705
O  3.7083  3.1354  27.1249  -0.4238  -0.4189  -0.2542
O  3.5797  0.4889  27.563  0.2545  0.5101  -0.1298
O  1.0044  3.34  26.9622  0.4315  -0.0885  -0.0023
O  0.8764  9.9033  27.1432  -0.2971  -0.163  -0.1978
O  2.6069  8.0939  26.3786  -0.0257  0.0332  -0.3576
O  4.2482  4.4915  29.4646  0.2585  -0.3494  -0.6191
O  3.7234  5.8753  27.2516  0.1846  -0.1541  0.2278
O  1.9008  14.8238  27.4645  -0.1996  -0.0446  -0.2357
O  2.1003  19.2619  29.5359  0.0423  -0.2368  -0.1207
O  5.3343  10.9866  26.4729  0.0146  0.1471  -0.5813
O  3.2871  12.6105  27.0395  -0.0922  -0.1673  -0.2761
O  16.1897  22.0647  26.4182  0.1647  -0.3634  -0.1519
O  0.8565  19.9085  27.3739  0.0335  0.1601  -0.5605
O  5.4063  16.8655  26.3221  -0.1737  -0.0758  -0.085
O  3.623  18.5367  27.3806  -0.1552  -0.0462  -0.6771
O  0.0762  30.3966  25.685  0.0193  -0.1623  -0.1734
O  0.4732  26.1854  27.0874  -0.1562  -0.0229  0.0461
O  4.0673  22.7398  27.7224  0.197  0.247  -0.6115
O  2.527  24.5901  26.6284  0.1746  -0.0213  -0.4931
O  1.194  31.9381  27.366  -0.1387  -0.0029  -0.1214
O  1.3008  1.3494  28.6347  -0.0018  -0.0817  0.0029
O  2.5882  29.3221  30.3773  -0.1089  -0.0512  -0.3026
O  4.3588  28.584  27.4689  0.0357  0.2794  -0.3048
O  8.1154  3.2292  26.9413  -0.0104  0.2269  -0.3236
O  5.942  4.5202  27.3705  0.2171  0.3142  -0.2654
O  9.7971  1.4423  27.606  0.136  -0.0756  -0.0908
O  7.2428  1.2121  28.3964  -0.0451  0.1285  -0.1982
O  8.9653  8.699  29.0801  0.1865  -0.0879  0.0417
O  7.5531  9.7851  27.1795  -0.0635  0.19  -0.2315
O  9.1593  7.0915  26.95  -0.2154  -0.0311  -0.1468
O  8.9883  5.9207  29.2685  -0.1977  0.1492  -0.1108
O  7.0084  15.3269  27.4743  0.0067  -0.156  -0.4233
O  6.5639  13.2153  28.8461  0.1694  -0.116  0.0365
O  10.6697  10.7864  26.5038  0.1941  -0.2568  -0.3501
O  8.6808  12.7433  27.0193  0.2814  0.1188  -0.3513
O  6.8271  21.8945  26.7457  0.0056  -0.2382  0.455
O  7.2704  20.6345  29.5652  -0.1085  0.142  -0.2744
O  8.0675  19.4122  26.4349  -0.0674  -0.0043  -0.5317
O  9.605  17.3814  27.1055  0.0361  0.1199  0.0285
O  7.4843  24.6359  26.7796  0.2404  0.1645  -0.0638
O  5.7629  26.3827  27.6228  0.1365  0.0152  -0.5463
O  10.9058  21.8161  26.4825  -0.1571  0.0888  -0.0616
O  11.3618  25.5306  26.1772  0.1184  0.1303  -0.306
O  6.5404  31.5841  27.8147  0.1394  -0.2032  -0.3879
O  2.6236  30.0298  26.315  0.0262  0.1217  -0.2059
O  10.3068  27.8496  27.0819  0.3438  -0.2672  0.1043
O  8.3965  29.8934  26.786  -0.3448  0.2473  -0.5239
O  11.1114  5.1884  26.3299  -0.1371  -0.1355  -0.2244
O  13.3135  3.052  26.395  0.1349  0.0359  -0.3513
O  15.4266  1.4997  27.1385  0.0291  -0.2017  0.076
O  15.8938  3.1752  29.1342  0.0639  -0.429  -0.4024
O  14.3985  11.4902  27.9655  0.0368  -0.0653  -0.0208
O  13.219  6.6064  28.7079  0.212  0.0292  -0.4068
O  12.273  8.575  27.0402  0.2958  0.0145  -0.2344
O  16.0326  5.5482  26.4317  -0.0349  0.1802  -0.0436
O  11.5079  15.4737  27.3572  0.258  0.2416  -0.1462
O  13.2459  13.5543  26.8191  0.0193  0.0875  -0.0155
O  2.2972  10.9693  29.1588  0.0936  -0.1471  -0.1339
O  15.7137  12.8048  26.0339  0.2953  0.0101  -0.4376
O  13.0435  20.4284  27.0476  0.104  -0.0151  -0.2154
O  13.3675  19.0962  29.2972  -0.2826  -0.0926  -0.4632
O  14.7502  18.3199  27.204  0.0387  -0.0239  -0.0104
O  0.0591  16.4858  26.5468  0.0293  -0.1036  -0.4836
O  11.7298  26.3705  28.8115  -0.2308  -0.3096  -0.1225
O  16.3858  28.1883  33.6401  0.1969  -0.0931  -0.0633
O  14.6152  16.9777  30.3056  -0.1999  0.0457  -0.4408
O  14.885  24.2655  27.1488  -0.1973  -0.0465  -0.0683
O  12.7408  30.9351  27.6553  -0.0758  0.0348  -0.217
O  11.119  32.5488  26.4343  -0.4852  0.1565  -0.1635
O  14.2179  28.7547  27.7627  0.0187  0.0023  -0.0567
O  14.1197  30.26  29.9504  -0.4554  -0.0208  -0.3123
O  14.8871  30.6838  32.5488  -0.1523  0.2246  -0.0429
O  15.8277  4.4802  31.4072  -0.158  -0.2392  -0.2406
O  0.2757  3.3415  33.6782  -0.1918  -0.1878  0.2054
O  1.4269  0.8508  33.4082  0.0818  0.1242  0.0203
O  0.9891  5.8105  33.0413  -0.0765  -0.0661  0.0001
O  3.2451  4.5647  32.0955  -0.0012  -0.1853  0.0621
O  1.8138  8.4436  29.2153  -0.2319  -0.032  -0.2916
O  4.7263  10.5651  33.1823  -0.0717  0.1661  0.2402
O  0.649  12.6017  30.3728  0.0668  -0.1487  -0.3507
O  4.3973  20.4264  29.0915  0.1383  0.051  -0.0704
O  0.9416  22.0601  31.8566  -0.0518  -0.2208  0.0755
O  3.0966  22.4792  30.2357  0.099  0.0668  -0.1394
O  14.1769  19.0053  31.8134  -0.0503  -0.3862  -0.3155
O  14.3615  26.5532  33.3209  -0.1071  0.0176  -0.0544
O  0.0141  25.9802  31.8986  -0.2509  -0.0328  -0.2153
O  15.5903  25.7702  29.3224  -0.4365  0.1826  -0.5064
O  10.7229  24.844  35.1322  -0.0365  -0.0593  0.0562
O  0.2594  30.5394  30.5198  -0.1085  -0.2627  0.0631
O  14.9595  32.5834  30.7033  -0.0391  0.0427  -0.2257
O  2.4796  31.8816  29.5995  0.1649  0.3041  -0.2819
O  2.1528  31.38  32.1067  -0.2176  0.1875  0.1372
O  0.8629  2.2819  31.2989  -0.0983  -0.125  -0.387
O  5.8892  2.2931  31.6316  0.0132  -0.2925  -0.3716
O  5.3259  0.2622  29.906  -0.1775  -0.0345  -0.3012
O  2.9061  6.5804  30.5884  -0.054  -0.1724  0.1901
O  9.8496  4.5255  31.3897  -0.0989  0.1946  -0.1915
O  8.9159  6.9219  31.7031  0.1101  -0.1463  -0.0647
O  6.5322  9.6481  29.61  0.0489  -0.1109  -0.1517
O  8.4726  11.3905  29.2292  -0.059  -0.1361  -0.2279
O  10.9837  14.8328  30.5844  0.0089  0.1251  -0.1382
O  8.9434  14.0898  29.2533  0.3147  0.0392  -0.0388
O  5.8416  15.6053  30.0164  0.0066  -0.4385  -0.1966
O  6.6542  18.0574  30.1192  0.1678  -0.0827  -0.2522
O  8.4282  21.2871  33.6208  0.2006  -0.06  0.1861
O  8.1304  22.4919  31.265  -0.2335  -0.0577  0.0684
O  5.6823  22.6498  29.9155  -0.0013  0.1707  -0.0356
O  8.6502  23.7989  33.4568  -0.115  0.024  0.0823
O  6.444  27.6399  32.058  -0.1438  0.0593  -0.1866
O  8.3412  28.9035  30.6284  0.1274  -0.0349  -0.2455
O  3.9882  27.0904  29.6168  0.3053  0.0393  -0.2319
O  1.5109  26.8724  30.0801  0.01  -0.064  -0.1147
O  7.6993  32.0514  30.2437  -0.0294  -0.0918  -0.2761
O  6.2031  28.3307  29.3866  0.2065  0.2082  -0.3153
O  15.2413  1.3721  32.7582  -0.1528  0.1192  0.1306
O  11.0644  2.3071  30.9649  -0.0069  -0.1807  -0.166
O  6.8963  7.2327  28.4904  0.0057  0.0673  -0.1928
O  11.2015  6.634  30.4237  -0.0817  0.2897  0.217
O  2.765  11.6075  31.6992  -0.2189  0.2549  -0.0078
O  12.453  4.3321  29.7991  0.1564  0.0414  -0.2948
O  14.4514  8.8686  28.4011  0.0126  -0.2974  0.007
O  10.6623  9.4715  33.3734  0.1384  -0.1636  0.013
O  2.9879  13.4353  29.602  0.1215  0.363  -0.2746
O  16.2212  10.2151  29.5528  -0.0212  0.2744  -0.1418
O  6.8883  19.8107  32.0436  0.144  -0.0556  -0.0078
O  9.0643  19.0323  30.3857  0.0637  0.1994  -0.2401
O  15.2139  14.4878  30.6422  -0.1377  0.0719  -0.2864
O  12.1737  17.9863  27.0892  0.0133  0.0816  -0.0898
O  11.8991  22.3987  34.7668  -0.1266  0.0567  0.2915
O  10.6011  22.1485  32.4614  -0.1248  -0.2218  -0.1283
O  11.8575  26.5922  33.574  0.1097  0.014  -0.1369
O  15.737  20.4121  33.3275  -0.1463  -0.2136  0.0278
O  12.9616  27.2191  31.1794  0.2048  -0.1742  -0.2048
O  8.2783  31.1015  32.7677  -0.0548  0.0869  0.1298
O  12.0299  28.9234  29.3185  -0.0629  0.2385  -0.2265
O  12.1244  29.5711  36.1978  0.1989  0.0047  0.404
O  12.8345  0.477  32.2801  -0.2081  -0.1032  -0.0981
O  14.7268  5.3007  33.6127  -0.0807  0.1023  0.0791
O  2.0099  7.4616  35.409  -0.0369  -0.0863  -0.0157
O  3.4103  6.9778  33.2799  0.1526  0.1964  0.1401
O  3.3904  11.3092  35.2975  0.1401  -0.3152  0.0365
O  7.6429  9.2974  37.0943  0.0356  -0.0491  -0.0262
O  3.5799  9.151  31.1514  0.143  -0.0087  -0.2579
O  0.7821  12.1284  34.6993  -0.0704  0.2867  0.2239
O  4.13  17.7574  29.8902  -0.3453  0.1311  -0.3924
O  5.2282  16.993  32.2173  -0.0956  -0.2834  -0.1783
O  0.7636  21.632  29.3203  -0.0771  -0.1252  -0.2438
O  15.7629  19.2876  38.4223  -0.0061  0.0088  0.2773
O  2.6752  19.8319  35.8089  -0.3093  0.2191  0.3017
O  4.3152  18.8579  33.9111  0.0416  0.2138  -0.0071
O  14.1787  21.4288  38.3239  -0.0161  0.1605  -0.1989
O  0.9329  22.1892  34.4128  0.0993  0.3946  0.1822
O  1.6953  25.2202  36.5169  0.1566  -0.0064  0.1863
O  1.0701  24.1714  30.2623  0.0346  0.0105  -0.0148
O  1.8917  22.588  36.8312  -0.0908  -0.2905  -0.0194
O  10.4208  27.3887  30.8805  0.1215  -0.247  -0.41
O  14.5395  30.1454  35.2868  -0.0787  0.2409  0.2103
O  2.2388  27.5827  34.6442  -0.2088  -0.1465  0.0752
O  4.5184  7.9733  29.1071  0.2374  -0.3185  -0.2217
O  3.7115  0.7695  32.033  -0.0311  0.3444  -0.0972
O  7.151  6.9054  33.6179  0.3037  0.0696  0.1165
O  8.8465  2.9418  29.5591  -0.1233  0.0671  -0.4139
O  6.3355  7.5236  31.1393  -0.2417  -0.0516  -0.3242
O  8.0585  9.2079  32.3221  -0.0873  0.0327  -0.1564
O  8.9109  13.1596  34.407  -0.1138  -0.1097  0.0196
O  13.518  6.182  31.4246  -0.0975  0.1993  -0.0065
O  8.716  14.0973  31.9008  0.0106  -0.1614  -0.1677
O  8.9525  16.4347  30.702  0.2758  0.1291  -0.1741
O  12.6979  12.9042  30.9397  0.1342  -0.0409  -0.1107
O  8.797  18.6492  33.2024  -0.0443  -0.3008  0.0468
O  10.9693  18.0105  31.8102  -0.0462  0.0779  -0.2877
O  10.9911  17.3562  29.3104  0.3616  -0.2576  -0.4103
O  8.1044  23.0549  28.7868  0.041  0.3047  -0.2476
O  6.0234  23.4797  34.2754  -0.0071  -0.0764  0.1389
O  7.2686  25.8296  33.879  -0.1508  -0.3522  0.0168
O  9.9218  22.545  36.3293  -0.1489  0.1267  -0.0054
O  6.1727  30.1762  31.3552  -0.3292  -0.0299  0.1086
O  3.1958  27.4669  32.1433  -0.0948  -0.0124  -0.221
O  13.7114  2.0682  30.5061  0.0557  0.068  0.1018
O  6.163  32.5909  32.3773  -0.1211  0.0719  -0.0774
O  8.5468  2.2977  32.1213  0.0254  -0.3533  -0.1146
O  10.5395  32.3679  33.1532  -0.1803  0.0568  -0.1728
O  10.9719  3.5151  34.6048  -0.1794  -0.1527  0.1396
O  2.724  4.9199  34.7766  0.139  -0.1701  0.2378
O  13.7368  10.5373  30.4092  0.1208  -0.2337  -0.3215
O  12.9107  3.7428  32.3468  -0.1706  0.0923  0.1724
O  2.3332  9.4201  33.411  -0.0285  0.1441  -0.0304
O  2.345  13.0664  38.4224  0.0021  -0.2147  0.4546
O  12.6495  11.1324  32.8563  -0.0919  -0.2973  0.1226
O  10.7935  11.5122  35.052  -0.1707  0.2262  0.0459
O  0.5731  14.0234  32.517  0.2129  -0.2442  0.0676
O  14.9935  12.2162  32.0591  0.0132  0.0366  -0.1634
O  4.5062  14.7421  27.9527  -0.0832  0.2273  -0.3663
O  14.5041  17.8271  36.5951  0.223  0.1554  0.1799
O  13.6697  18.8918  34.3876  -0.1103  -0.0072  -0.0013
O  10.4556  27.5861  35.4923  -0.1526  -0.0568  -0.0655
O  10.4253  29.8283  31.9731  -0.0487  -0.0591  -0.3212
O  6.2335  26.2315  36.4742  0.1265  0.0033  0.1105
O  13.115  28.9115  33.3079  -0.0815  0.0247  -0.0747
O  12.7805  31.4425  34.0725  0.064  -0.1923  0.0238
O  10.1174  30.1327  34.5037  -0.0534  -0.0841  0.1355
O  8.8546  27.8634  33.0199  0.0783  0.0096  0.1485
O  12.9643  3.2826  36.2858  0.3328  0.2163  0.3195
O  0.9163  5.3924  36.6958  -0.0888  -0.0459  0.2345
O  1.6261  30.1466  34.8662  -0.0364  0.1945  0.2858
O  4.2726  8.8221  35.1042  0.1088  0.1509  0.2913
O  3.5935  5.9901  36.9758  0.2551  -0.1512  0.1497
O  14.6112  5.1711  37.0952  -0.2069  -0.2224  0.0105
O  3.8579  2.8205  38.8055  -0.1722  -0.4258  0.1716
O  0.1079  13.4772  36.9325  -0.1447  0.058  0.3285
O  15.5501  14.343  34.6581  -0.1093  0.0066  -0.0662
O  5.9577  10.8475  35.6901  0.3499  0.0773  0.2588
O  2.9618  13.7927  34.2752  0.0714  0.1478  0.1547
O  0.9037  18.0288  36.7483  0.0136  -0.1623  -0.1106
O  15.4788  16.211  32.7208  -0.1782  -0.1949  -0.1323
O  3.6238  17.7299  37.0263  0.0953  -0.0265  0.1473
O  15.9658  23.653  36.1159  0.0615  -0.123  0.3168
O  2.0388  20.0889  33.2645  0.0565  0.103  0.112
O  4.6588  26.8482  34.3154  0.1032  0.0413  0.0582
O  0.3617  28.4155  36.3395  -0.0826  0.1886  0.2202
O  0.1311  25.6243  34.4477  0.1967  0.0055  0.2012
O  4.5393  28.2121  36.5822  -0.2919  0.0604  0.0934
O  5.5836  2.7475  36.6951  -0.3256  -0.155  0.5435
O  6.6424  2.3024  34.1656  0.1061  -0.1864  0.0766
O  3.3792  32.0728  34.2671  0.1467  0.0387  0.2626
O  8.3101  11.7909  36.6577  -0.1483  0.1909  -0.0189
O  6.0769  7.1895  37.0086  -0.0656  -0.1882  -0.0833
O  6.9999  4.6607  35.2996  0.0685  -0.3358  0.1448
O  6.3528  17.1663  34.6614  0.0022  -0.0935  0.0427
O  3.9062  16.2657  34.4295  0.0488  -0.0164  0.4195
O  11.1169  13.6947  32.9373  -0.0992  0.0249  0.2044
O  9.4694  11.5805  32.319  0.1282  -0.108  -0.2824
O  11.492  21.3054  38.6546  0.0157  0.1056  0.3581
O  7.0019  19.6216  34.8799  0.0028  -0.1449  0.0529
O  8.7628  17.9508  36.0088  -0.0081  -0.0783  0.0993
O  10.5767  17.1472  34.2087  0.3189  -0.0465  0.0523
O  4.0314  21.5795  34.2112  -0.1321  0.2851  0.0271
O  6.7784  28.202  34.774  -0.1871  -0.1268  0.1916
O  7.6148  22.0595  37.5798  -0.1545  -0.2552  -0.0908
O  7.9467  24.203  36.007  0.0478  0.2391  0.3017
O  3.9607  29.4319  33.9026  -0.0088  0.0918  -0.0176
O  9.5925  29.6035  36.8895  -0.2063  -0.1202  0.1534
O  5.3435  21.9104  36.3597  0.1971  -0.1652  0.349
O  11.0272  5.7893  36.0623  -0.1301  -0.2001  0.0856
O  9.2952  5.429  34.0862  0.2047  -0.0983  0.0519
O  12.1053  1.1276  34.7822  0.2424  0.1162  0.2604
O  12.0162  5.8099  33.6556  0.0425  -0.0112  -0.0534
O  12.8643  9.9551  35.1079  0.1389  0.1413  0.2303
O  12.772  11.4898  37.267  -0.2548  0.0794  0.3928
O  11.22  13.6922  37.2838  -0.129  -0.061  0.0431
O  14.6248  12.0175  35.4859  -0.1618  -0.1244  -0.1256
O  14.7816  9.7732  36.8494  0.136  0.0842  0.2906
O  11.753  17.807  36.2893  0.0845  0.0376  0.2044
O  11.0417  19.8714  33.8273  -0.1002  -0.0304  -0.0237
O  13.1607  21.1241  32.9406  -0.0729  0.0961  0.1152
O  15.9415  19.3112  29.7938  0.1544  0.2538  -0.3251
O  12.0721  23.8603  37.1379  -0.1621  0.143  0.2029
O  13.1104  15.3478  32.0036  -0.0707  -0.014  0.0835
O  8.1489  2.391  36.2699  0.0962  -0.2454  0.185
O  10.6949  2.0557  36.832  -0.0742  -0.117  0.1554
O  15.6292  26.1215  36.9176  -0.1343  0.1101  0.0647
O  12.6066  26.2427  36.2814  0.167  -0.0895  0.4389
Si  0.0402  32.7638  5.4421  -0.0823  -0.0586  -0.0207
Si  2.8095  2.6947  5.4856  0.051  0.0602  -0.0239
Si  0.0194  5.4174  5.5062  0.0043  -0.0917  -0.0281
Si  2.7617  8.2194  5.5208  0.0174  -0.0284  0.0494
Si  0.0898  10.8938  5.5036  0.0375  0.0429  0.0294
Si  2.7907  13.6476  5.4425  0.036  0.02  -0.0251
Si  0.0488  16.381  5.4505  -0.014  -0.0562  -0.0907
Si  2.7712  19.1446  5.4758  0.0327  -0.0098  -0.0594
Si  0.0861  21.8613  5.4431  -0.0611  0.0352  -0.0321
Si  2.8161  24.6327  5.4102  0.0283  0.0662  -0.0432
Si  0.0406  27.3664  5.4835  0.0131  -0.0576  -0.0008
Si  2.7387  30.1069  5.4419  -0.0135  -0.0938  -0.0636
Si  5.5481  32.779  5.4482  -0.003  0.0445  -0.0027
Si  8.317  2.702  5.4413  0.0348  0.0731  -0.027
Si  5.5658  5.4705  5.468  0.0646  0.1127  -0.0053
Si  8.284  8.1758  5.4852  -0.018  0.0457  -0.0642
Si  5.512  10.9529  5.506  -0.0046  0.0095  -0.0348
Si  8.273  13.6242  5.5581  -0.0513  0.0252  -0.0249
Si  5.4803  16.3629  5.5128  -0.0365  -0.0414  0.0162
Si  8.1946  19.1819  5.5139  0.066  -0.0621  0.0545
Si  5.498  21.9076  5.4275  0.0675  -0.0027  -0.032
Si  8.206  24.6476  5.4228  0.008  0.0121  -0.0722
Si  5.5081  27.3461  5.3826  -0.0288  0.0639  -0.0903
Si  8.2311  30.0434  5.363  -0.0343  -0.0271  -0.0317
Si  10.9985  32.7829  5.373  0.0149  -0.0184  0.0152
Si  13.6936  2.6938  5.3829  0.0395  -0.023  -0.0759
Si  11.0241  5.3732  5.4104  -0.0072  0.0293  -0.1408
Si  13.7153  8.0943  5.5018  -0.0558  -0.0213  0.0062
Si  10.976  10.8834  5.5251  -0.032  0.0035  0.0003
Si  13.7267  13.6568  5.5792  0.0025  -0.0226  0.0373
Si  10.9959  16.3972  5.5495  -0.0236  0.0436  0.0259
Si  13.7733  19.1155  5.4592  -0.0363  0.1246  -0.1079
Si  10.9644  21.9109  5.4931  0.0756  -0.0509  -0.0688
Si  13.7094  24.6243  5.4673  0.0338  -0.0233  -0.0422
Si  10.9527  27.3325  5.427  -0.0864  -0.0231  -0.0809
Si  13.7012  30.0731  5.4334  0.0204  0.0399  0.0238
Si  1.4007  1.3351  6.816  -0.022  0.0468  -0.0147
Si  4.1713  4.0942  6.8228  -0.001  -0.0464  -0.019
Si  1.3859  6.8158  6.8484  -0.0054  0.0344  -0.0112
Si  4.1409  9.5786  6.8723  0.0108  -0.0115  -0.0163
Si  1.4347  12.2929  6.8518  0.0063  -0.0812  -0.0177
Si  4.1106  15.0099  6.8645  0.0159  0.0252  0.0216
Si  1.3962  17.7688  6.8275  -0.0128  0.0203  0.0082
Si  4.1362  20.534  6.8169  -0.0156  -0.0253  -0.0232
Si  1.4398  23.26  6.7911  -0.0155  -0.0573  -0.0309
Si  4.1544  25.999  6.792  -0.0036  -0.0552  -0.0092
Si  1.4041  28.7318  6.8304  -0.0405  0.023  0.0238
Si  4.1349  31.444  6.8029  0.001  0.0065  0.0006
Si  6.9145  1.3497  6.8018  0.0159  -0.0606  -0.0281
Si  9.6417  4.0721  6.822  -0.0306  -0.0249  0.0199
Si  6.9011  6.8308  6.8546  -0.0226  -0.0355  0.0126
Si  9.6063  9.535  6.8875  -0.0135  0.0092  0.0133
Si  6.8675  12.2894  6.899  -0.0143  0.0128  0.0303
Si  9.6176  15.027  6.9001  0.0282  -0.0331  -0.0342
Si  6.8396  17.7721  6.8552  -0.0166  0.0477  -0.0392
Si  9.5888  20.542  6.85  -0.0594  0.0335  0.0136
Si  6.8617  23.2653  6.8036  0.0093  -0.0417  -0.0075
Si  9.5793  25.9877  6.8036  0.0338  0.005  0.0232
Si  6.8707  28.6998  6.7685  0.0576  -0.0376  -0.0272
Si  9.5965  31.4275  6.7418  -0.0187  0.0407  -0.0497
Si  12.3426  1.3342  6.7814  0.033  -0.0509  -0.0266
Si  15.0319  4.0428  6.8206  0.0107  0.0666  -0.0009
Si  12.333  6.7448  6.8429  0.0944  -0.0173  0.0184
Si  15.0801  9.5181  6.8394  0.0166  -0.0083  -0.0582
Si  12.3395  12.2645  6.8894  0.0544  -0.0315  -0.0268
Si  15.096  15.0515  6.881  -0.0111  0.0032  0.0076
Si  12.3771  17.7884  6.8563  0.0059  -0.0427  0.0059
Si  15.1104  20.5074  6.8229  0.0387  -0.0628  0.0113
Si  12.3423  23.2637  6.8405  -0.0053  -0.0098  0.0194
Si  15.0682  25.9942  6.8294  -0.0515  0.0389  0.0098
Si  12.3199  28.7078  6.7905  -0.0244  0.0293  -0.0032
Si  15.0629  31.4242  6.8159  0.0469  -0.0422  0.0229
Si  0.0181  2.6964  8.1803  -0.016  -0.013  -0.0016
Si  2.7672  32.7917  8.1871  0.0058  -0.0052  -0.0033
Si  0.0254  8.169  8.228  0.0084  0.0023  0.0148
Si  2.7709  5.4444  8.1899  -0.0002  0.0148  -0.005
Si  0.0495  13.655  8.2204  -0.0046  0.0239  -0.0171
Si  2.7734  10.9321  8.2421  0.0309  0.0468  0.0026
Si  0.0409  19.1363  8.2073  -0.0298  0.0148  0.0067
Si  2.7468  16.3985  8.2113  0.0027  -0.0198  -0.0115
Si  0.0432  24.6093  8.1654  -0.0176  -0.0031  -0.0087
Si  2.7684  21.8903  8.1877  -0.0015  0.0057  0.0182
Si  0.0202  30.0721  8.1951  -0.007  -0.0048  0.0007
Si  2.7718  27.3461  8.1695  -0.0104  0.0124  -0.0089
Si  5.5303  2.7126  8.1742  0.01  0.0592  -0.0019
Si  8.251  32.7734  8.1609  -0.0322  0.0075  0.012
Si  5.5057  8.1871  8.2154  -0.0118  -0.0036  -0.0131
Si  8.2617  5.4403  8.1949  0.0137  0.0419  0.0072
Si  5.4874  13.6642  8.2409  0.0291  0.0132  -0.0025
Si  8.2258  10.9036  8.2457  -0.0535  -0.0476  -0.0013
Si  5.4758  19.1529  8.2033  0.034  0.0043  0.0132
Si  8.2199  16.4099  8.2207  0.0271  0.013  0.0075
Si  5.4946  24.6238  8.175  0.008  0.0258  0.0019
Si  8.2109  21.9022  8.1975  0.0259  -0.0177  0.0172
Si  5.497  30.0576  8.1511  -0.0293  0.0002  -0.0101
Si  8.2181  27.3504  8.1689  0.0186  0.0155  0.0136
Si  10.9837  2.69  8.1824  -0.0244  0.0283  -0.0162
Si  13.6962  32.7917  8.1767  0.0171  0.0347  -0.0084
Si  10.9774  8.1437  8.2144  0.0008  0.0386  -0.0137
Si  13.6939  5.4061  8.2194  -0.0342  -0.0032  0.0066
Si  10.9726  13.6436  8.2479  -0.0464  0.0056  0.0208
Si  13.7143  10.8876  8.2208  -0.0354  0.0202  0.0155
Si  10.9695  19.1571  8.1937  0.027  0.0142  -0.0057
Si  13.7145  16.4121  8.2349  0.0018  0.0291  0.0177
Si  10.9471  24.6233  8.1819  -0.007  -0.0213  0.0029
Si  13.7142  21.8742  8.1804  -0.0186  0.0055  -0.0149
Si  10.9472  30.0761  8.1487  0.0398  -0.0132  -0.0074
Si  13.6813  27.3522  8.179  0.022  -0.025  0.0049
Si  1.381  4.0788  9.5445  0.0003  0.003  -0.0022
Si  4.1329  1.3636  9.539  -0.0186  -0.0059  0.0056
Si  1.3856  9.5557  9.5844  -0.0123  -0.0067  -0.0043
Si  4.1203  6.8193  9.5665  0.0095  -0.0092  0.0055
Si  1.3886  15.0366  9.5914  -0.004  0.0012  -0.0021
Si  4.124  12.3015  9.6101  0.0019  -0.0288  0.0034
Si  1.3984  20.5208  9.5604  0.0049  -0.0248  -0.0002
Si  4.1102  17.7799  9.5701  -0.021  0.0153  0.0017
Si  1.3954  25.9822  9.5375  -0.0003  -0.0111  -0.0035
Si  4.127  23.2601  9.5525  -0.0018  -0.0213  -0.0035
Si  1.3864  31.4381  9.5549  -0.0066  -0.0163  0.0041
Si  4.1276  28.7102  9.5381  0.0148  -0.0287  0.0006
Si  6.8717  4.0853  9.5547  0.0052  -0.027  0.0047
Si  9.5949  1.3403  9.5435  0.0233  -0.0165  0.0017
Si  6.8492  9.5477  9.6032  0.0197  0.0098  0.0106
Si  9.5955  6.8058  9.587  -0.0117  -0.014  -0.0006
Si  6.8508  15.045  9.5917  -0.0344  0.0013  0.0024
Si  9.584  12.2863  9.6016  0.0199  0.0051  0.0037
Si  6.8473  20.5232  9.5617  -0.0011  -0.0067  0.0003
Si  9.5939  17.7895  9.5657  -0.0047  -0.0264  0.0021
Si  6.8539  25.9877  9.5444  0.0064  -0.0224  -0.0049
Si  9.583  23.2607  9.5569  -0.0008  -0.0113  0.008
Si  6.8569  31.4265  9.524  0.0157  -0.0003  -0.0065
Si  9.584  28.716  9.5319  -0.0254  -0.0022  -0.0068
Si  12.3167  4.0579  9.5794  0.0356  -0.0055  0.0077
Si  15.0502  1.3481  9.5594  0.0096  -0.0177  0.0013
Si  12.327  9.5319  9.5812  0.0376  -0.0316  0.0024
Si  15.0467  6.7997  9.5781  0.0074  0.0045  0.0026
Si  12.3321  15.0387  9.5881  0.0216  -0.0256  0.0068
Si  15.0645  12.2867  9.5758  0.012  -0.0228  -0.0014
Si  12.3321  20.5244  9.5581  -0.0087  -0.0087  -0.0032
Si  15.0685  17.7888  9.5889  -0.0095  -0.0079  0.0047
Si  12.3146  25.9858  9.5456  -0.0223  0.023  0.0062
Si  15.0717  23.2494  9.5432  0.0133  -0.0252  0.0018
Si  12.3115  31.4326  9.5349  -0.0113  0.0021  -0.0118
Si  15.0473  28.7092  9.5516  -0.0045  0.009  0.0181
Si  0.0116  32.7923  10.9256  0.0024  0.0168  0.003
Si  2.7476  2.7157  10.9118  -0.0016  0.0163  -0.0013
Si  0.0145  5.4362  10.9344  -0.0017  0.0265  -0.0025
Si  2.7472  8.1807  10.9429  0.0019  0.0135  0.0022
Si  0.0137  10.9199  10.9522  0.004  0.0129  0.0021
Si  2.7467  13.6696  10.9615  0.0159  0.0165  0.0028
Si  0.0148  16.4056  10.9496  -0.0099  -0.0004  -0.0007
Si  2.7453  19.1474  10.9381  0.0012  0.0066  0.0014
Si  0.0178  21.8803  10.9247  -0.013  0.0041  -0.0022
Si  2.7473  24.6162  10.9179  -0.0055  0.0029  -0.0011
Si  0.0139  27.337  10.9082  -0.0129  -0.0015  -0.0002
Si  2.749  30.0638  10.9089  -0.0091  0.0164  -0.0016
Si  5.4853  32.7883  10.8997  -0.0108  0.0052  -0.0055
Si  8.2219  2.7052  10.917  -0.0148  0.0203  -0.0048
Si  5.4845  5.4437  10.9243  -0.0102  0.019  -0.0013
Si  8.2161  8.1719  10.951  -0.0098  0.0069  0.0041
Si  5.4805  10.9214  10.9642  -0.0054  0.0082  0.0079
Si  8.2096  13.6659  10.9554  0.0002  -0.003  0.002
Si  5.473  16.4141  10.9463  0.0325  0.0085  0.0044
Si  8.2131  19.1522  10.9291  0.012  0.0211  0.0059
Si  5.4777  21.8862  10.9281  0.0068  -0.0042  -0.0008
Si  8.2091  24.62  10.9186  0.0168  0.01  0.0017
Si  5.4788  27.3424  10.9121  -0.008  0.0119  0.0035
Si  8.2096  30.0667  10.9053  0.0043  0.0008  0.0002
Si  10.9481  32.786  10.9203  0.002  0.0183  0.0001
Si  13.6827  2.7022  10.9417  -0.0103  0.0238  0.0038
Si  10.9493  5.4303  10.9469  -0.0078  0.0086  -0.0016
Si  13.6811  8.1673  10.9525  -0.016  0.0188  0.0033
Si  10.951  10.9066  10.9489  -0.0256  0.0085  0.0005
Si  13.6889  13.6568  10.9438  -0.0124  0.0198  0.0025
Si  10.9467  16.4102  10.9388  -0.0085  0.0055  0.0017
Si  13.6815  19.153  10.9367  -0.0015  -0.0024  0.0033
Si  10.9482  21.8855  10.9173  0.0043  0.0051  0.0085
Si  13.6848  24.6114  10.9049  0.0014  0.0011  -0.0054
Si  10.9414  27.348  10.9081  0.0279  -0.0035  -0.001
Si  13.6723  30.0711  10.9133  0.0137  -0.0076  0.0007
Si  1.3717  1.3605  12.2878  -0.0042  -0.0111  0.0011
Si  4.0992  4.0863  12.2875  -0.0056  -0.0097  -0.0021
Si  1.3659  6.8176  12.304  0.0002  -0.0132  0.002
Si  4.0985  9.5568  12.3167  0.0054  -0.004  0.0026
Si  1.3687  12.3008  12.3164  -0.0089  -0.0106  -0.0009
Si  4.1058  15.047  12.3197  -0.0183  -0.0132  0.0014
Si  1.3739  17.7817  12.3073  -0.0041  -0.0074  -0.0012
Si  4.1085  20.521  12.2989  0.0032  -0.0064  0.0015
Si  1.3758  23.2533  12.2902  0.0011  -0.0149  -0.0018
Si  4.106  25.9855  12.2846  0.0012  -0.0122  -0.003
Si  1.3736  28.7056  12.2779  0.0044  -0.0093  -0.0009
Si  4.1065  31.4354  12.2718  -0.0031  -0.0159  -0.0017
Si  6.8356  1.35  12.2776  0.0092  -0.0057  -0.0012
Si  9.5648  4.0735  12.3028  0.0123  0.0022  -0.0012
Si  6.8306  6.8139  12.3069  0.0105  -0.0117  -0.0028
Si  9.5667  9.5527  12.3166  0.0033  -0.014  0.0003
Si  6.8358  12.3019  12.324  -0.0029  -0.0121  0.0064
Si  9.5711  15.0472  12.311  0.0021  -0.0071  0.0039
Si  6.8407  17.7887  12.3041  -0.0088  -0.012  0.0005
Si  9.5765  20.5246  12.2923  0.0025  -0.0182  0.0019
Si  6.8411  23.2568  12.2897  0.0045  -0.0113  -0.0004
Si  9.5734  25.986  12.2791  -0.0192  -0.0027  0.0003
Si  6.8374  28.7105  12.2767  0.0093  -0.0115  -0.0021
Si  9.5658  31.4296  12.2809  -0.0011  -0.0012  -0.0047
Si  12.3  1.3466  12.3008  0.0162  -0.0118  -0.0041
Si  15.0363  4.0829  12.3054  0.0021  -0.018  -0.003
Si  12.2983  6.8116  12.3159  0.02  -0.0051  0.0004
Si  15.0347  9.5555  12.3125  0.005  -0.0131  -0.0006
Si  12.3044  12.2964  12.3076  0.0152  -0.0156  0.0007
Si  15.0393  15.0407  12.3083  0.0184  -0.0067  0.0056
Si  12.3054  17.7875  12.3015  0.0091  -0.0069  0.0008
Si  15.0428  20.523  12.2984  -0.0081  -0.0079  0.0026
Si  12.3118  23.2533  12.2809  -0.0099  -0.0151  -0.004
Si  15.0427  25.978  12.2787  0.0018  -0.012  -0.0002
Si  12.3024  28.7089  12.2808  -0.0134  -0.0029  0.0011
Si  15.0353  31.4331  12.2881  -0.002  -0.0013  -0.0013
Si  16.4001  2.7156  13.6667  -0.0063  0.0274  -0.0013
Si  2.7324  32.7897  13.6456  -0.001  0.0116  0.0036
Si  16.3954  8.1844  13.6761  -0.0087  0.0235  -0.0066
Si  2.7272  5.4456  13.6669  -0.0034  0.0218  -0.0013
Si  16.3973  13.6709  13.6749  -0.0081  0.0095  -0.0025
Si  2.728  10.9285  13.6807  -0.0049  0.0061  0.0027
Si  16.3957  19.1438  13.6645  0.0064  -0.0018  -0.0032
Si  2.7292  16.4117  13.6796  0.0087  0.0139  0.0024
Si  16.4001  24.6136  13.6558  -0.0022  -0.0001  0.0024
Si  2.7333  21.8841  13.662  -0.0041  -0.0067  -0.0054
Si  16.401  30.0628  13.6484  -0.0049  0.0034  0.0048
Si  2.7322  27.344  13.6537  -0.0071  -0.0006  0.0049
Si  5.4558  2.7073  13.6472  -0.0101  0.0191  -0.0034
Si  8.1867  32.784  13.6488  0.0083  0.0156  -0.0009
Si  5.459  8.1823  13.6762  -0.005  0.0071  0.0027
Si  8.186  5.4369  13.6671  -0.0116  0.0061  0.0017
Si  5.4618  13.6713  13.6871  0.0108  0.0051  0.0053
Si  8.1913  10.921  13.6838  0.0207  0.0162  0.0048
Si  5.467  19.1523  13.6718  0.0087  0.02  -0.0001
Si  8.197  16.4155  13.6775  -0.0034  0.0041  0.0012
Si  5.4661  24.6184  13.6529  -0.0084  0.0024  -0.0025
Si  8.2033  21.8892  13.6585  -0.0048  0.0086  0.0018
Si  5.4602  30.0678  13.6426  -0.0067  0.019  0.003
Si  8.1977  27.3438  13.642  0.007  -0.0009  -0.0006
Si  10.9207  2.704  13.6695  0.0067  0.016  0.0022
Si  13.6637  32.7884  13.6645  -0.01  0.0112  0.0003
Si  10.9209  8.1788  13.6811  -0.0085  0.0083  -0.0003
Si  13.6598  5.4438  13.6785  -0.0018  0.0207  -0.0042
Si  10.928  13.6667  13.6738  -0.0077  0.0101  0.003
Si  13.6599  10.9257  13.677  -0.006  0.0057  -0.0043
Si  10.9314  19.1532  13.6672  -0.0064  0.002  0.0014
Si  13.6614  16.4102  13.6665  -0.0202  0.0063  -0.0024
Si  10.9345  24.6145  13.6442  0.0204  0.0058  0.0007
Si  13.664  21.8857  13.6603  0.0064  0.0093  0.0052
Si  10.9259  30.0639  13.6489  0.0038  0.002  -0.0026
Si  13.667  27.3399  13.6452  0.0112  0.0061  0.0028
Si  1.3515  4.0867  15.039  -0.0062  -0.0116  -0.0039
Si  4.0864  1.3473  15.0209  -0.0088  -0.0064  -0.0011
Si  1.3485  9.5665  15.0403  -0.0032  -0.0238  0.0025
Si  4.0807  6.8201  15.0372  0.0036  -0.0048  -0.0026
Si  1.3517  15.0449  15.0416  -0.0046  -0.0147  0.0045
Si  4.0827  12.3053  15.0512  -0.0103  -0.0129  0.0076
Si  1.3574  20.5148  15.0213  -0.0091  0.0065  -0.0096
Si  4.0911  17.7866  15.0396  -0.0084  -0.015  -0.0013
Si  1.3573  25.9861  15.0228  0.0036  -0.0146  -0.006
Si  4.0941  23.2606  15.0235  0.0166  -0.01  0.0024
Si  1.3614  31.43  15.0159  -0.0103  -0.0019  -0.0055
Si  4.0946  28.7128  15.0201  -0.0004  0.0054  0.0024
Si  6.8055  4.0727  15.024  0.0044  -0.0105  -0.0056
Si  9.5371  1.3405  15.0265  -0.0128  -0.014  -0.0017
Si  6.8071  9.5608  15.0503  -0.0073  -0.019  0.0015
Si  9.5311  6.8177  15.0376  0.0126  -0.0155  -0.0031
Si  6.8207  15.0514  15.0479  0.0003  -0.0089  0.0006
Si  9.5482  12.3034  15.0425  -0.0177  -0.0202  -0.003
Si  6.8305  20.5302  15.0305  0.0076  -0.0174  -0.0052
Si  9.5591  17.7926  15.0412  0.0075  -0.002  -0.0016
Si  6.8294  25.9887  15.0133  0.0111  0.0028  0.0043
Si  9.566  23.2599  15.0237  -0.0034  -0.0107  -0.0003
Si  6.8097  31.4309  15.0191  0.0084  -0.0159  0.0018
Si  9.5491  28.7082  15.0138  0.003  -0.0114  0.0067
Si  12.2713  4.0837  15.0361  0.016  -0.0088  -0.0021
Si  15.0219  1.3554  15.0316  0.0075  -0.0005  -0.0038
Si  12.2753  9.5659  15.0396  0.0101  -0.0026  -0.0013
Si  15.0148  6.8252  15.0429  -0.0015  -0.0096  -0.005
Si  12.2864  15.0493  15.0348  0.0236  -0.0009  0.0038
Si  15.0166  12.312  15.0351  0.0251  -0.006  -0.0013
Si  12.291  20.5256  15.0353  -0.0047  -0.0178  0.0004
Si  15.0202  17.7816  15.0337  0.0099  -0.0061  0.0073
Si  12.2896  25.9834  15.0125  -0.0148  -0.0245  -0.0059
Si  15.0232  23.2561  15.0266  -0.0083  -0.0161  0.0015
Si  12.2837  31.426  15.0213  0.012  0.0082  -0.0031
Si  15.0269  28.7051  15.0179  -0.0077  -0.0181  -0.0071

Results
total energy: -236495.833 eV
total energy less fixed offsets of O -438.35, Si -107.03 eV per atom: 11.867 eV
